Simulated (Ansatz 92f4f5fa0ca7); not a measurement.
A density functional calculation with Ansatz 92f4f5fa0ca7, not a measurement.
Periodic cell of 300 atoms, Si196O104, from a study of silicon, its oxide and their interface. The atomic structure is a simulated model.
Doubt: the cutoff is far below the 930 eV that the study's wrapper takes by default for these files, so forces and energies are approximate.
This geometry differs little from another in the collection (a relaxation step or a small displacement).

Settings
functional: PBE
potential files: Ansatz PAW
basis: plane waves
wave-function cutoff: 580 eV
density cutoff ratio: 5
exchange-correlation grid ratio: 1
k mesh: 1 x 1 x 1, Gamma-centred
self-consistency stop: 5e-08 eV per atom in the density residual
occupations: fixed
spin: none
net charge: 0

Cell vectors (angstrom)
a	11.6015	0	0
b	0	10.938	0
c	0	0	41.7106

Atoms and the computed forces on them: element, x, y, z (angstrom), force x, y, z (eV/angstrom)
Si	0	0	0.9665	0.0018	0.0417	-0.0104
Si	3.8672	0	0.9665	0.0075	0.0397	-0.0045
Si	7.7343	0	0.9665	-0.0079	-0.0119	-0.0299
Si	1.9336	1.3673	0.9665	0.0025	-0.0509	0.0168
Si	5.8008	1.3673	0.9665	0.0021	0.0085	0.0152
Si	9.6679	1.3673	0.9665	0.0002	-0.0273	0.0034
Si	0	5.469	0.9665	-0.0048	0.0436	-0.0107
Si	3.8672	5.469	0.9665	-0.0105	0.0602	-0.0101
Si	7.7343	5.469	0.9665	0.0156	0.0408	-0.007
Si	1.9336	6.8362	0.9665	-0.0031	-0.0284	0.0213
Si	5.8008	6.8362	0.9665	-0.0044	-0.0832	0.0105
Si	9.6679	6.8362	0.9665	0.0021	-0.0388	0.0083
Si	1.9336	2.7345	40.7435	-0.0005	0.0337	0.0067
Si	5.8008	2.7345	40.7435	-0.0019	-0.0452	0.0441
Si	9.6679	2.7345	40.7435	0.0072	0.0064	0.0207
Si	0	4.1018	40.7435	0.0099	-0.0603	-0.0202
Si	3.8672	4.1018	40.7435	0.0105	-0.091	-0.0242
Si	7.7343	4.1018	40.7435	-0.0126	-0.0555	-0.0141
Si	1.9336	8.2035	40.7435	0.0041	0.0098	-0.0003
Si	5.8008	8.2035	40.7435	-0.0069	0.1058	-0.0433
Si	9.6679	8.2035	40.7435	0.0093	0.0556	-0.0339
Si	0	9.5708	40.7435	-0.0003	-0.0109	0.0363
Si	3.8672	9.5708	40.7435	-0.0027	-0.0094	0.0415
Si	7.7343	9.5708	40.7435	0.0037	-0.0051	0.0018
Si	0	0	4.8337	0.047	-0.1348	0.1022
Si	3.8672	0	4.8337	0.0171	-0.0619	0.1389
Si	7.7343	0	4.8337	-0.0452	-0.0799	-0.3587
Si	1.9336	1.3673	4.8337	-0.0223	-0.0441	0.0727
Si	5.8008	1.3673	4.8337	-0.0186	-0.045	-0.0732
Si	9.6679	1.3673	4.8337	0.0039	-0.029	0.0439
Si	0	5.469	4.8337	0.0209	0.0045	-0.0215
Si	3.8672	5.469	4.8337	-0.0579	0.034	-0.026
Si	7.7343	5.469	4.8337	0.0084	0.0289	0.0581
Si	1.9336	6.8362	4.8337	0.0359	-0.103	0.0715
Si	5.8008	6.8362	4.8337	-0.0523	-0.1645	0.1455
Si	9.6679	6.8362	4.8337	0.0428	-0.26	-0.1251
Si	1.9336	2.7345	2.9001	-0.0056	0.0341	-0.0323
Si	5.8008	2.7345	2.9001	0.0098	-0.0202	-0.0362
Si	9.6679	2.7345	2.9001	0.0026	0.0024	-0.0455
Si	0	4.1018	2.9001	0.0171	-0.0535	0.0331
Si	3.8672	4.1018	2.9001	0.0027	-0.0702	0.0324
Si	7.7343	4.1018	2.9001	-0.0135	-0.0644	0.0398
Si	1.9336	8.2035	2.9001	-0.0044	0.0685	0.0438
Si	5.8008	8.2035	2.9001	0.0038	0.1057	0.0371
Si	9.6679	8.2035	2.9001	-0.0031	0.0545	0.0189
Si	0	9.5708	2.9001	-0.0036	-0.0194	-0.022
Si	3.8672	9.5708	2.9001	-0.014	-0.0384	-0.0053
Si	7.7343	9.5708	2.9001	0.0129	0.0862	-0.0833
Si	-0.4709	0.0769	31.143	-0.0257	0.0165	0.0103
Si	1.4068	1.4469	31.1348	-0.0083	-0.037	0.0253
Si	7.3298	0.5947	31.2636	0.0366	0.0519	0.0181
Si	3.0222	-0.2279	31.1545	-0.0035	0.015	0.0058
Si	5.1974	0.598	29.1543	-0.0004	-0.0071	0.0323
Si	9.4251	1.6588	31.1161	-0.001	-0.0396	0.0387
Si	0.0043	5.6534	30.8932	-0.0479	0.1262	-0.0612
Si	4.3555	5.8049	30.4397	0.0726	0.0293	0.1242
Si	7.8186	5.4914	31.0541	0.1607	0.0758	0.0236
Si	2.0951	7.9036	31.1154	-0.0843	0.1194	0.2099
Si	9.6431	6.9038	30.9033	0.0032	-0.0971	0.0858
Si	6.1837	7.0955	30.822	-0.1787	-0.0883	0.0673
Si	1.8641	2.7714	33.0306	0.0265	0.0035	-0.0589
Si	5.9726	2.7077	33.1771	-0.0397	0.0105	0.033
Si	9.7336	2.927	33.0803	-0.0197	-0.0331	-0.0647
Si	0.0783	4.3079	32.9358	0.014	-0.02	0.0548
Si	3.9449	3.8945	32.9479	0.0435	0.0009	0.0317
Si	7.7868	4.2407	33.0742	-0.0142	0.0084	-0.0057
Si	1.9619	8.4698	33.3241	0.0281	-0.0452	-0.048
Si	5.8465	8.3638	32.8648	0.046	-0.004	-0.0379
Si	9.6183	8.257	32.9275	0.0314	-0.0232	-0.0807
Si	-0.0918	9.6684	33.0823	0.0198	0.0224	-0.0019
Si	3.9124	9.7547	33.1295	-0.0705	-0.0133	-0.0539
Si	7.742	9.7619	32.9122	-0.0479	-0.0041	0.002
Si	-0.0366	0.082	34.9971	-0.0177	-0.0161	-0.0183
Si	3.9239	0.1371	35.0323	0.0098	-0.0225	0.0099
Si	7.7845	0.0441	34.9562	0.0037	-0.0018	0.005
Si	1.92	1.4003	34.9579	0.0022	0.0103	0.0328
Si	5.8844	1.4163	35.1115	0.005	0.0272	-0.0112
Si	9.6747	1.4743	34.9694	0.0034	0.0034	0.0213
Si	-0.0403	5.5575	34.9247	0.0241	0.0098	0.0003
Si	3.887	5.4606	34.8148	-0.026	0.0083	0.0056
Si	7.7126	5.5929	34.9721	-0.0198	-0.0168	-0.001
Si	1.9379	6.828	34.9866	0.0044	0.0268	-0.0072
Si	5.7786	6.9248	34.8147	-0.0134	-0.0258	0.0091
Si	9.6327	6.934	34.9099	0.0094	-0.0137	0.0229
Si	1.928	2.7754	36.8766	-0.0003	-0.0061	0.0083
Si	5.8178	2.8177	36.9581	-0.0061	-0.0171	0.005
Si	9.6591	2.7913	36.9075	-0.0023	0.0035	0.0085
Si	-0.0089	4.1465	36.8509	-0.0076	-0.0028	-0.0011
Si	3.8693	4.1436	36.8326	0.0031	0.0259	-0.0106
Si	7.7375	4.1663	36.8768	0.0091	-0.0032	-0.0018
Si	1.9548	8.2196	36.8941	-0.0082	-0.0267	-0.0014
Si	5.8002	8.2206	36.8318	-0.0005	-0.0084	0.0077
Si	9.6761	8.2274	36.8831	0.0023	-0.0079	0.0074
Si	0.0078	9.5807	36.8766	0.0139	0.0054	0.0212
Si	3.879	9.5973	36.8793	-0.0094	0.0055	0.0066
Si	7.7509	9.581	36.8656	0.0003	0.0007	0.0076
Si	0	0	38.81	0.0279	0.06	0.0007
Si	3.8672	0	38.81	0.0127	0.0951	0.0723
Si	7.7343	0	38.81	-0.0162	0.0491	-0.0752
Si	1.9336	1.3673	38.81	-0.0038	0.1086	-0.0721
Si	5.8008	1.3673	38.81	0.0062	0.0775	0.2462
Si	9.6679	1.3673	38.81	-0.0364	0.0542	-0.0019
Si	0	5.469	38.81	0.0033	0.148	-0.0467
Si	3.8672	5.469	38.81	-0.0309	0.1285	-0.1625
Si	7.7343	5.469	38.81	0.0292	0.2932	0.1688
Si	1.9336	6.8362	38.81	0.0169	0.05	0.1371
Si	5.8008	6.8362	38.81	0.0186	0.0414	-0.2549
Si	9.6679	6.8362	38.81	0.0113	-0.0093	-0.0163
Si	1.9286	2.7183	6.7841	0.0083	-0.0065	-0.0124
Si	5.7862	2.7524	6.7387	-0.0128	-0.0149	0.0017
Si	9.67	2.7483	6.7562	0.0103	-0.0059	-0.014
Si	0.0058	4.106	6.7752	-0.0018	0.0148	-0.003
Si	3.8539	4.0983	6.7675	-0.0034	0.0062	-0.0088
Si	7.7232	4.1003	6.7802	0.0142	0.0204	0.0004
Si	1.9654	8.1501	6.8074	-0.0068	-0.0132	-0.0106
Si	5.783	8.1419	6.8181	0.0081	-0.0184	-0.0072
Si	9.6777	8.1562	6.7638	-0.0006	-0.0186	0.013
Si	0.0114	9.5049	6.7566	0.0161	0.0067	-0.017
Si	3.8744	9.5401	6.7747	0.0006	0.0055	-0.0033
Si	7.7393	9.4749	6.6603	-0.0108	-0.0043	-0.0021
Si	-0.0277	-0.0613	8.6631	0.0101	-0.0073	-0.0083
Si	3.8738	-0.0453	8.7144	0.0032	0.0035	-0.0108
Si	7.7324	-0.0273	8.462	-0.0044	-0.0052	0.022
Si	1.903	1.2629	8.669	0.0049	-0.0005	-0.0162
Si	5.8146	1.3039	8.5823	-0.0045	0.0157	0.0065
Si	9.6695	1.3173	8.6321	-0.0161	0.0181	0.0053
Si	0.0044	5.4952	8.705	-0.0101	-0.0136	-0.0123
Si	3.8815	5.3046	8.8011	0.0007	0.0079	-0.014
Si	7.7	5.4212	8.7626	-0.0176	0.0027	-0.0001
Si	1.9748	6.7812	8.7832	-0.0012	0.0057	-0.0127
Si	5.7587	6.7671	8.8056	0.0141	-0.0003	-0.0107
Si	9.6284	6.8022	8.7208	0.0026	0.0016	-0.0228
Si	1.8634	2.5605	10.6153	-0.0067	-0.0144	0.0326
Si	6.0162	2.2963	10.6896	0.0066	0.0348	-0.0141
Si	9.7572	2.7262	10.5331	-0.0402	0.0192	0.0243
Si	0.0758	4.0796	10.5732	-0.0274	-0.0072	0.0076
Si	3.6757	4.9758	12.4352	-0.0249	0.0499	-0.0044
Si	7.7514	3.9366	10.6201	0.0154	-0.0661	-0.0483
Si	1.9623	8.2253	10.6894	0.012	-0.0142	0.0376
Si	5.8221	8.1801	10.7314	0.0119	0.0127	-0.0135
Si	9.6309	8.2795	10.5648	0.0004	0.0263	0.006
Si	-0.0178	9.5681	10.6381	-0.0225	-0.006	0.0299
Si	3.9024	9.6002	10.717	0.0159	-0.0074	-0.0046
Si	7.6786	9.5902	10.3652	0.0027	-0.0266	0.0122
Si	-0.4107	-0.0857	12.6207	0.0009	0.026	-0.0328
Si	3.3355	-0.1442	12.7243	-0.0405	0.0552	0.019
Si	7.2996	0.4198	11.8307	0.0226	0.0125	0.0123
Si	1.513	1.2798	12.6089	0.0093	-0.031	-0.0089
Si	5.8531	0.3828	14.3197	-0.001	-0.0111	-0.0417
Si	7.9561	2.622	14.902	0.0099	0.008	-0.0151
Si	0.2197	5.2901	12.5957	-0.0099	0.0181	0.0146
Si	3.9554	3.636	10.5848	0.0291	-0.0226	0.0064
Si	5.7747	7.1177	12.8906	0.0174	-0.0104	0.0702
Si	2.0678	6.6889	12.4953	-0.0285	-0.0256	-0.0338
Si	8.0117	5.3731	13.5697	-0.0398	-0.017	-0.0407
Si	9.9811	6.5071	13.2504	0.0355	0.0542	-0.0199
O	7.7166	4.2375	14.7312	0.0114	-0.0077	-0.0123
O	7.7314	4.7312	12.0768	0.0232	0.039	0.0724
O	5.6761	10.3039	15.589	-0.0006	0.0028	-0.0041
O	5.146	5.6111	12.7576	-0.0146	-0.0081	-0.0239
O	9.4837	7.4808	12.0065	0.0031	-0.0464	0.0359
O	3.2343	4.1006	13.7655	0.0132	-0.0254	0.0182
O	0.535	4.3606	13.9489	0.0243	-0.011	0.0128
O	10.4504	7.4184	14.5308	0.0035	0.0144	0.0061
O	11.0712	9.9595	14.0156	-0.0115	-0.0279	0.0291
O	13.2341	2.0139	14.1076	0.0158	0.0052	-0.0036
O	6.5512	1.8276	14.6208	0.0174	0.0012	-0.0101
O	4.8225	8.0711	13.812	-0.0165	-0.0003	-0.0131
O	4.6415	10.3735	28.1867	-0.0098	-0.0136	-0.0083
O	1.5199	2.2611	29.69	-0.0001	0.0342	-0.0176
O	7.7892	4.496	29.7066	-0.0248	-0.0598	-0.0432
O	2.4573	9.3339	30.3562	0.0401	0.0519	-0.0348
O	-1.9327	7.9007	29.5553	0.0305	0.049	-0.0519
O	-4.9648	0.143	29.8268	-0.045	-0.0236	-0.0286
O	12.1908	4.765	29.635	0.013	-0.0314	0.0089
O	4.0934	4.5229	31.415	0.0056	0.0623	-0.0583
O	5.2919	2.0428	28.373	-0.0011	0.0153	-0.0028
O	6.4709	7.8506	29.345	0.0383	0.0497	-0.0873
O	0.4043	8.1815	28.2444	0.0074	0.0051	-0.0231
O	12.2533	7.1987	30.8068	-0.0068	-0.0128	0.0268
Si	13.128	7.8626	27.1217	-0.0085	0.0083	0.0048
Si	3.3675	8.3601	14.4978	-0.0021	-0.014	0.002
Si	8.7365	3.5032	28.8213	0.0002	0.0055	0.0351
Si	7.9006	2.3536	20.5874	0.0028	-0.0041	0.0103
Si	11.5246	8.8968	17.9727	-0.0006	-0.0062	-0.0066
Si	1.8664	3.58	14.4899	-0.042	-0.0035	-0.0093
Si	10.6747	3.8563	26.5785	-0.0073	-0.008	0.0039
Si	-1.7855	13.2897	23.9799	-0.0004	-0.0032	0.0028
Si	8.9735	8.8045	26.3038	-0.0068	0.0079	-0.0018
Si	6.7922	9.1455	21.716	0.0031	-0.0023	-0.0013
Si	10.6	8.9061	15.1588	0.009	-0.0156	-0.0135
Si	11.4432	6.0581	22.3457	-0.0068	-0.003	-0.0087
Si	0.9992	10.6366	20.0464	0.003	0.0031	-0.002
Si	1.2632	2.626	19.9565	0.0126	0.0019	0.0051
Si	4.5199	4.8932	21.7955	0.0163	0.0028	-0.0006
Si	6.5842	6.5246	23.1967	0.0087	-0.0206	0.0023
Si	9.3538	1.3879	12.4147	0.0184	-0.0448	-0.0525
Si	5.8614	5.2364	26.1085	0.0007	-0.0059	-0.001
Si	2.6522	3.8456	17.5546	-0.0274	0.0062	-0.0214
Si	4.5564	1.364	18.0173	-0.0072	-0.0069	0.0152
Si	4.0639	2.3456	23.253	0.0005	0.0034	-0.003
Si	-0.9395	8.9416	28.7503	-0.0213	-0.0093	0.0324
Si	13.1768	7.7317	20.1606	0.0005	-0.0029	-0.0045
Si	8.0935	-0.3393	23.8078	0.0075	0.0029	-0.0034
Si	3.3648	5.2982	27.6514	0.0123	-0.023	-0.0201
Si	8.668	9.3181	17.3934	0.0004	-0.0082	-0.0006
Si	6.4632	2.3457	27.2532	0.0084	0.0086	-0.0038
Si	-2.7527	4.7456	22.1692	-0.0027	0.0023	-0.0013
Si	10.6962	1.4365	21.4165	-0.0078	0.0006	0.0043
Si	4.5878	9.8112	16.735	0.0021	-0.022	-0.0064
Si	6.4182	7.6489	27.7188	0.0145	-0.0106	0.0275
Si	4.1346	9.4561	26.9603	0.0058	0.0065	-0.0015
Si	5.5194	0.4758	25.1449	0.0007	0.0052	-0.0063
Si	5.1927	11.6921	21.0512	-0.0021	-0.0037	-0.0067
Si	4.0365	6.0013	19.1397	0.0039	-0.0062	0.0042
Si	7.6881	1.4401	17.6556	0.0054	0.0034	0.0092
Si	1.1852	3.5239	28.7318	-0.0042	-0.0116	0.0409
Si	-0.5728	6.7448	25.2716	-0.0053	-0.0055	-0.0067
Si	-5.3201	8.1465	18.7408	-0.0008	0.0023	0.0001
Si	13.6254	4.1168	22.5948	0.0099	-0.0073	-0.0139
O	2.5458	9.1242	26.9583	-0.0053	-0.0069	0.0044
O	3.6222	8.6448	16.0928	0.0093	0.016	0.0101
O	10.2707	2.699	25.4987	0.0004	-0.0036	-0.0072
O	3.7531	0.2104	17.1679	-0.0028	0.0128	-0.0028
O	5.5981	6.0427	22.0176	0.0042	-0.0013	0.0156
O	1.8483	12.0284	19.925	-0.008	0.0161	-0.0045
O	2.0254	3.4596	21.1084	-0.0082	-0.0028	0.0064
O	4.4663	10.2608	25.5879	0.0003	0.0008	0.0005
O	9.8961	9.5505	27.4331	-0.0029	-0.0024	-0.0105
O	6.4989	8.1376	22.9914	0	-0.0066	0.0012
O	6.4863	-0.161	24.024	-0.0032	-0.0001	0.0029
O	6.9337	8.4035	20.2412	-0.0028	-0.0033	0.0006
O	8.0659	6.0039	22.8157	-0.0306	0.0089	0.006
O	9.163	-1.5834	15.8278	-0.0057	-0.001	0.0047
O	9.4995	4.3188	27.6314	0.0077	0.0048	-0.0153
O	11.7247	8.8221	16.3539	-0.0015	-0.0004	0.0047
O	14.7102	5.3375	22.494	-0.0132	-0.0053	-0.0018
O	4.982	3.5403	22.5888	-0.0079	-0.0062	0.0005
O	4.3914	4.7699	20.17	-0.0005	0.0023	0.0023
O	5.4332	6.7471	18.7177	-0.003	-0.0013	-0.0009
O	3.2678	5.3336	17.8593	-0.0023	-0.0051	-0.0022
O	-1.9299	7.3759	25.9206	0.0076	-0.0035	0.0029
O	6.5035	1.008	26.327	-0.0061	-0.0123	-0.002
O	2.3368	6.5451	27.6009	-0.0057	0.0171	0.0068
O	9.0954	1.451	21.2182	-0.0053	0.0053	-0.0083
O	3.8624	2.7877	17.7379	0.0056	-0.0056	-0.0053
O	8.4152	2.2085	16.4106	-0.0012	-0.0071	0.0116
O	11.0271	12.7984	22.9731	0.0025	0.0013	0.0018
O	0.4942	10.3234	18.5245	0.0028	0.0056	0.0057
O	4.5724	0.9384	19.5741	0.0123	-0.0017	0.0063
O	8.8057	9.6559	24.9298	-0.0002	0.0002	0.0015
O	2.0086	3.8032	16.0774	0.0216	0.0057	0.0411
O	5.2632	9.2883	18.1302	0.0075	-0.003	0.0065
O	8.008	3.925	21.0353	-0.0017	-0.0031	-0.0004
O	17.1534	10.1528	21.4054	-0.0039	0.0094	-0.0054
O	7.854	2.3659	28.0795	-0.0109	0.003	-0.0052
O	2.5763	2.949	23.6029	-0.0016	0.0032	-0.0017
O	6.079	1.4765	17.4617	0.0003	-0.0027	-0.0061
O	4.6951	1.7777	24.6239	-0.0063	-0.0091	0.0019
O	0.1789	3.1304	27.5208	-0.019	-0.0085	-0.0152
O	10.1921	5.4148	21.5152	0.0041	0.0011	0.0033
O	8.7445	12.0719	23.9953	-0.0045	-0.0058	0.0009
O	7.5164	8.5882	26.9834	0.004	-0.0025	0.0009
O	0.691	7.6941	18.773	0.0057	-0.0034	0.007
O	1.8011	9.3116	20.5855	-0.0029	-0.0056	-0.0015
O	4.2326	5.232	26.2745	0.0005	0.0031	-0.0045
O	7.5215	8.1826	17.669	-0.0003	-0.0007	-0.0034
O	6.3285	3.6795	26.322	0.0012	-0.0044	0.0116
O	12.3694	7.5732	25.7063	-0.002	-0.0002	-0.0015
O	6.1865	5.9126	24.6547	0.0021	0.007	-0.0267
O	0.6218	4.7706	23.0102	0.0032	-0.0045	-0.0021
O	-0.3155	2.5391	20.3553	0.0014	-0.0006	-0.0067
O	14.6352	7.0645	19.8825	-0.0032	0.0011	0.0023
O	4.955	8.0558	27.1035	-0.0056	0.0002	0.0068
O	8.1757	10.8239	17.8051	-0.0035	0.0023	-0.0057
O	8.1364	-0.995	22.2833	0.0039	0.0013	0.0018
O	-2.442	3.7218	23.3963	-0.0005	-0.0047	-0.0001
O	6.5255	-9.2452	21.1361	-0.0054	-0.0065	-0.0044
O	6.6522	6.1023	27.2472	-0.0068	0.0163	-0.0011
O	9.9307	8.851	18.317	-0.0019	0.0007	0.0019
O	8.0485	2.3005	18.9778	-0.0032	-0.0051	0.002
O	4.0446	1.1676	22.1345	0.0012	0.001	-0.0021
O	11.1648	5.1997	25.795	0.004	0.0133	-0.0022
O	1.437	3.4314	18.5656	0.0097	-0.007	0.0076
O	12.3703	6.9401	21.3429	0	-0.002	0.001
O	10.9299	6.8923	23.6461	0.0017	0.0008	0.0034
O	11.3535	10.918	21.0837	0.0059	-0.0021	-0.0034
O	2.5334	3.9414	27.9306	0.0233	0.006	-0.0212
O	6.2088	1.6003	31.9535	0.0128	-0.0386	-0.0183
O	14.6846	6.7807	30.5534	0.0056	-0.1813	-0.0823
O	9.1502	2.1889	13.8659	-0.0409	0.0347	0.0456
O	-7.507	0.6945	30.326	0.0209	-0.0214	-0.0175
O	2.7482	9.6968	13.8112	0.0229	-0.0122	-0.0074
O	7.1172	6.7605	13.7642	-0.0016	-0.023	-0.0257
O	-0.5092	-0.7731	29.7212	-0.0023	-0.0107	0.0032
O	4.4457	5.3706	28.876	-0.0155	-0.0184	-0.0677
O	6.7766	-0.3836	13.2079	-0.0295	0.0225	0.0265
O	2.3118	-14.7007	14.116	0.0172	0.021	0.0032
O	9.7514	2.7036	29.8356	-0.0043	0.0293	-0.0183
O	4.4514	11.6819	13.5656	0.0402	-0.0249	0.0101

Results
free energy: -183741.780 eV
free energy less fixed offsets of O -568.88, Si -635.61 eV per atom: 1.300 eV

The program warned: the cutoff lies below the one the program advises for these potential files; the forces do not sum to zero within the program's tolerance; the exchange-correlation potential is rough where the density is thin.
